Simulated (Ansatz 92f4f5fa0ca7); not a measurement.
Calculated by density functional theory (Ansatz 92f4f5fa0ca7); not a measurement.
Periodic cell of 300 atoms, Si196O104, from a study of silicon, its oxide and their interface. The atomic structure is a simulated model.
Doubt: the cutoff is far below the 930 eV that the study's wrapper takes by default for these files, so forces and energies are approximate.

Settings: functional PBE; potential files Ansatz PAW; basis plane waves; wave-function cutoff 580 eV; density cutoff ratio 5; exchange-correlation grid ratio 1; k mesh 1 x 1 x 1, Gamma-centred; self-consistency stop 5e-08 eV per atom in the density residual; occupations fixed; spin none; net charge 0.

Cell vectors (angstrom)
a	11.6015	0	0
b	0	10.938	0
c	0	0	41.7496

Atoms: element, x, y, z (angstrom)
Si	0	0	0.9665
Si	3.8672	0	0.9665
Si	7.7343	0	0.9665
Si	1.9336	1.3673	0.9665
Si	5.8008	1.3673	0.9665
Si	9.6679	1.3673	0.9665
Si	0	5.469	0.9665
Si	3.8672	5.469	0.9665
Si	7.7343	5.469	0.9665
Si	1.9336	6.8362	0.9665
Si	5.8008	6.8362	0.9665
Si	9.6679	6.8362	0.9665
Si	1.9336	2.7345	40.7825
Si	5.8008	2.7345	40.7825
Si	9.6679	2.7345	40.7825
Si	0	4.1018	40.7825
Si	3.8672	4.1018	40.7825
Si	7.7343	4.1018	40.7825
Si	1.9336	8.2035	40.7825
Si	5.8008	8.2035	40.7825
Si	9.6679	8.2035	40.7825
Si	0	9.5708	40.7825
Si	3.8672	9.5708	40.7825
Si	7.7343	9.5708	40.7825
Si	0	0	4.8337
Si	3.8672	0	4.8337
Si	7.7343	0	4.8337
Si	1.9336	1.3673	4.8337
Si	5.8008	1.3673	4.8337
Si	9.6679	1.3673	4.8337
Si	0	5.469	4.8337
Si	3.8672	5.469	4.8337
Si	7.7343	5.469	4.8337
Si	1.9336	6.8362	4.8337
Si	5.8008	6.8362	4.8337
Si	9.6679	6.8362	4.8337
Si	1.9336	2.7345	2.9001
Si	5.8008	2.7345	2.9001
Si	9.6679	2.7345	2.9001
Si	0	4.1018	2.9001
Si	3.8672	4.1018	2.9001
Si	7.7343	4.1018	2.9001
Si	1.9336	8.2035	2.9001
Si	5.8008	8.2035	2.9001
Si	9.6679	8.2035	2.9001
Si	0	9.5708	2.9001
Si	3.8672	9.5708	2.9001
Si	7.7343	9.5708	2.9001
Si	-0.3808	0.0966	31.1518
Si	1.4533	1.4883	31.1382
Si	7.3544	0.622	31.2588
Si	3.012	-0.1901	31.1533
Si	5.2169	0.607	29.1531
Si	9.4838	1.6449	31.1085
Si	-0.0535	5.6513	30.9211
Si	4.4135	5.8146	30.4704
Si	7.811	5.4743	31.0237
Si	2.1001	7.9218	31.1082
Si	9.6086	6.9391	30.912
Si	6.2185	7.1037	30.8082
Si	1.8923	2.7978	33.0107
Si	5.9652	2.7324	33.1848
Si	9.6994	2.9122	33.0617
Si	0.0659	4.2998	32.9823
Si	3.9618	3.9315	32.984
Si	7.7545	4.2592	33.0608
Si	1.9429	8.4297	33.3218
Si	5.8279	8.3434	32.8274
Si	9.5943	8.2803	32.9211
Si	-0.0893	9.6739	33.0691
Si	3.865	9.7271	33.1134
Si	7.6848	9.7741	32.943
Si	-0.0355	0.0766	35.0139
Si	3.8959	0.109	35.0493
Si	7.7545	0.0344	34.9997
Si	1.9183	1.4291	34.9708
Si	5.8568	1.4242	35.1015
Si	9.6545	1.4667	34.9797
Si	-0.0149	5.5646	34.9673
Si	3.8936	5.4825	34.8688
Si	7.723	5.5857	34.9876
Si	1.9533	6.8497	35.0356
Si	5.7875	6.9324	34.856
Si	9.6571	6.9414	34.9309
Si	1.9332	2.7744	36.9157
Si	5.808	2.7961	36.9765
Si	9.659	2.7812	36.9355
Si	-0.0084	4.1473	36.8905
Si	3.8727	4.1572	36.8715
Si	7.7362	4.1585	36.9027
Si	1.9453	8.2229	36.9437
Si	5.7946	8.2116	36.8801
Si	9.6793	8.2252	36.917
Si	0.0076	9.5926	36.918
Si	3.8721	9.5973	36.9202
Si	7.7423	9.5769	36.9152
Si	0	0	38.849
Si	3.8672	0	38.849
Si	7.7343	0	38.849
Si	1.9336	1.3673	38.849
Si	5.8008	1.3673	38.849
Si	9.6679	1.3673	38.849
Si	0	5.469	38.849
Si	3.8672	5.469	38.849
Si	7.7343	5.469	38.849
Si	1.9336	6.8362	38.849
Si	5.8008	6.8362	38.849
Si	9.6679	6.8362	38.849
Si	1.9361	2.7086	6.7737
Si	5.7865	2.7426	6.7398
Si	9.6729	2.7317	6.7542
Si	0.0089	4.0927	6.7658
Si	3.8538	4.0956	6.7638
Si	7.7313	4.1037	6.7737
Si	1.9506	8.1453	6.8008
Si	5.7811	8.1321	6.8151
Si	9.6711	8.1472	6.7767
Si	0.0073	9.5106	6.7475
Si	3.8691	9.5334	6.7614
Si	7.7294	9.4806	6.6742
Si	-0.0159	-0.0765	8.6837
Si	3.8844	-0.0538	8.6982
Si	7.7207	-0.0555	8.5244
Si	1.918	1.2683	8.6703
Si	5.8182	1.3145	8.5981
Si	9.6675	1.3173	8.6519
Si	-0.0065	5.4593	8.7003
Si	3.8726	5.2969	8.8055
Si	7.6895	5.428	8.7406
Si	1.9608	6.7681	8.7742
Si	5.7525	6.7617	8.8016
Si	9.6308	6.7803	8.7132
Si	1.8456	2.552	10.6524
Si	6.0268	2.3179	10.6945
Si	9.7091	2.7328	10.5622
Si	0.0355	4.0803	10.6093
Si	3.6131	4.9713	12.486
Si	7.7316	3.9377	10.5707
Si	1.9397	8.2006	10.7053
Si	5.783	8.1309	10.7739
Si	9.5959	8.2413	10.5716
Si	-0.0652	9.539	10.666
Si	3.8843	9.5855	10.7107
Si	7.6426	9.5326	10.4103
Si	-0.3883	-0.0958	12.6123
Si	3.3534	-0.1002	12.7086
Si	7.3369	0.402	11.8485
Si	1.5128	1.257	12.6193
Si	5.872	0.4139	14.3195
Si	7.9795	2.6112	14.9069
Si	0.1728	5.3115	12.6309
Si	3.9513	3.6315	10.6217
Si	5.7568	7.0595	12.9601
Si	2.0281	6.6847	12.507
Si	8.0382	5.3401	13.5338
Si	9.9782	6.5526	13.2783
O	7.7954	4.23	14.7273
O	7.7416	4.7325	12.0483
O	5.6479	10.348	15.5953
O	5.0876	5.5707	12.8518
O	9.43	7.5105	12.0598
O	3.2022	4.0689	13.8133
O	0.5035	4.3909	13.9906
O	10.4352	7.4013	14.6066
O	11.0599	9.947	14.017
O	13.1906	1.9967	14.1271
O	6.5512	1.8587	14.6429
O	4.8491	8.0408	13.8864
O	4.6338	10.3966	28.1774
O	1.5244	2.2609	29.6632
O	7.8202	4.4824	29.6748
O	2.396	9.3885	30.3639
O	-1.8971	7.9178	29.539
O	-4.9351	0.1698	29.8036
O	12.1359	4.73	29.6716
O	4.0453	4.549	31.4165
O	5.2979	2.0569	28.3633
O	6.4706	7.8467	29.3006
O	0.4079	8.2667	28.2248
O	12.3109	7.1228	30.8209
Si	13.1306	7.908	27.1185
Si	3.3815	8.3731	14.5168
Si	8.7642	3.4913	28.7895
Si	7.8942	2.3587	20.6155
Si	11.51	8.9114	17.9829
Si	1.8098	3.5631	14.5125
Si	10.7028	3.8678	26.5563
Si	-1.7652	13.2915	23.9687
Si	8.9735	8.8209	26.276
Si	6.7891	9.1532	21.6969
Si	10.5951	8.9147	15.1712
Si	11.4474	6.0683	22.3309
Si	1.0183	10.6541	20.0359
Si	1.287	2.6368	19.9669
Si	4.5271	4.9037	21.7531
Si	6.5741	6.5274	23.1596
Si	9.3858	1.3426	12.3983
Si	5.8304	5.2391	26.0597
Si	2.6397	3.873	17.5492
Si	4.5502	1.3952	18.0221
Si	4.0647	2.369	23.2428
Si	-0.9539	8.9935	28.7371
Si	13.1789	7.7421	20.1492
Si	8.0994	-0.3263	23.7786
Si	3.3649	5.3403	27.6617
Si	8.6529	9.3305	17.3933
Si	6.4567	2.3603	27.2279
Si	-2.7531	4.7573	22.1761
Si	10.7157	1.4551	21.4112
Si	4.5766	9.8389	16.742
Si	6.416	7.6536	27.6819
Si	4.1407	9.4878	26.9398
Si	5.5245	0.4989	25.1184
Si	5.1923	11.7007	21.0646
Si	4.0333	6.0159	19.1077
Si	7.6735	1.4514	17.6693
Si	1.1758	3.544	28.7387
Si	-0.5537	6.7624	25.2587
Si	-5.3215	8.1596	18.7297
Si	13.648	4.1396	22.5985
O	2.5499	9.1609	26.9126
O	3.6008	8.6796	16.1182
O	10.3016	2.7072	25.4827
O	3.7353	0.2362	17.1922
O	5.6307	6.0354	21.9505
O	1.8694	12.0418	19.8863
O	2.0578	3.4221	21.1424
O	4.4587	10.2964	25.5665
O	9.8809	9.5805	27.4062
O	6.4893	8.1409	22.9679
O	6.4931	-0.1411	24.0053
O	6.9372	8.4019	20.2273
O	8.07	6.0071	22.8486
O	9.1597	-1.5591	15.8359
O	9.5216	4.3159	27.6005
O	11.7128	8.8406	16.3679
O	14.7215	5.369	22.4601
O	4.9762	3.5494	22.549
O	4.3748	4.7778	20.1285
O	5.4269	6.7661	18.6943
O	3.269	5.3634	17.815
O	-1.9029	7.3964	25.9165
O	6.4975	1.0113	26.316
O	2.3412	6.5971	27.6088
O	9.1163	1.4755	21.2175
O	3.8565	2.8154	17.7243
O	8.4226	2.2078	16.4306
O	11.0505	12.8089	22.9689
O	0.4856	10.3393	18.5235
O	4.6028	0.9925	19.5822
O	8.8061	9.65	24.8909
O	1.9547	3.7919	16.1
O	5.2695	9.3164	18.1338
O	7.994	3.9328	21.055
O	17.1422	10.1511	21.3797
O	7.8653	2.3902	28.0132
O	2.5947	2.9935	23.6352
O	6.0673	1.4998	17.4513
O	4.7086	1.8063	24.6115
O	0.2099	3.1469	27.495
O	10.1852	5.433	21.5167
O	8.7615	12.0758	23.9975
O	7.5177	8.5847	26.9413
O	0.6702	7.7024	18.777
O	1.815	9.3214	20.5641
O	4.2056	5.2562	26.2696
O	7.5151	8.1842	17.6519
O	6.2884	3.6813	26.2798
O	12.3842	7.5956	25.6994
O	6.1131	5.8953	24.592
O	0.6327	4.7838	22.9894
O	-0.2946	2.5548	20.3487
O	14.6312	7.0729	19.8561
O	4.9598	8.087	27.0611
O	8.1423	10.8272	17.8197
O	8.1344	-0.9815	22.2571
O	-2.4264	3.7234	23.3922
O	6.5392	-9.2609	21.1842
O	6.6364	6.1191	27.1716
O	9.9143	8.8745	18.3258
O	8.0135	2.2974	19.0023
O	4.038	1.17	22.1449
O	11.1876	5.2185	25.7785
O	1.4548	3.4829	18.601
O	12.3756	6.9516	21.3327
O	10.9494	6.9083	23.6371
O	11.385	10.94	21.084
O	2.5253	3.9968	27.9536
O	6.2589	1.6798	31.904
O	14.8567	6.9315	30.6452
O	9.1448	2.1348	13.8685
O	-7.4624	0.6839	30.3445
O	2.8278	9.7244	13.8087
O	7.1282	6.7075	13.7703
O	-0.5613	-0.7083	29.7059
O	4.4417	5.4456	28.8805
O	6.8602	-0.3661	13.2776
O	2.3078	-14.6623	14.1167
O	9.769	2.6682	29.7888
O	4.5027	11.707	13.5182

Results
free energy: -183741.297 eV
free energy less fixed offsets of O -568.88, Si -635.61 eV per atom: 1.783 eV

Forces (eV/angstrom), in the order of the atoms: element, x, y, z
Si	0.0021	0.0454	-0.0115
Si	0.0056	0.0324	-0.0088
Si	-0.0061	-0.0116	-0.0283
Si	0.0035	-0.0571	0.0146
Si	-0.0002	-0.0051	0.0136
Si	-0.001	-0.0328	0.0045
Si	-0.0033	0.0382	-0.0095
Si	-0.0114	0.0604	-0.0114
Si	0.0141	0.0402	-0.0083
Si	-0.0052	-0.0302	0.0193
Si	-0.0036	-0.0885	0.0099
Si	0.0048	-0.0466	0.0098
Si	-0.0021	0.0435	0.003
Si	-0.0015	-0.0197	0.0252
Si	0.0077	0.0146	0.013
Si	0.0097	-0.0496	-0.0176
Si	0.0037	-0.0933	-0.026
Si	-0.011	-0.0572	-0.0186
Si	0.0054	0.0136	0.0015
Si	-0.0074	0.1152	-0.0449
Si	0.0051	0.0634	-0.0374
Si	0.0033	-0.0206	0.0328
Si	-0.0052	-0.0106	0.0364
Si	0.0027	-0.0015	0.0072
Si	0.0314	-0.0944	0.0496
Si	0.0149	-0.0665	0.0793
Si	-0.0452	-0.1047	-0.2875
Si	-0.0108	-0.1203	-0.0001
Si	-0.0126	-0.0824	-0.0884
Si	-0.0098	-0.092	-0.0125
Si	0.0173	0.0022	-0.0323
Si	-0.0507	0.0377	-0.0383
Si	0.0194	0.0425	-0.0001
Si	0.0267	-0.141	0.0302
Si	-0.0477	-0.2097	0.11
Si	0.0259	-0.2554	-0.0736
Si	-0.0082	0.0406	-0.0347
Si	0.0074	-0.0096	-0.0365
Si	0.0028	0.0103	-0.0438
Si	0.0147	-0.0512	0.0333
Si	0.0017	-0.0692	0.0321
Si	-0.0145	-0.0626	0.0405
Si	-0.0037	0.0661	0.0376
Si	0.0029	0.1098	0.0354
Si	-0.0015	0.0651	0.0237
Si	-0.004	-0.024	-0.0232
Si	-0.0133	-0.0275	-0.0083
Si	0.0115	0.0759	-0.0681
Si	-0.6038	-0.0471	-0.2604
Si	-0.0942	0.1457	-0.3958
Si	0.0317	-0.113	-0.1767
Si	0.3358	-0.2979	0.0044
Si	-0.0234	0.1004	-0.3417
Si	-0.1979	-0.0211	-0.2055
Si	0.3353	-0.2335	-0.1183
Si	-0.4732	0.3691	-0.387
Si	0.4325	0.2006	-0.0024
Si	-0.0131	0.1873	0.3121
Si	0.1881	-0.1526	-0.2729
Si	0.0865	-0.0529	-0.3698
Si	-0.1135	0.0716	0.4245
Si	0.1426	-0.2655	-0.3913
Si	0.0908	0.1922	0.2564
Si	-0.1104	0.0172	-0.1159
Si	-0.2092	0.1323	-0.4129
Si	0.2788	0.0284	0.1528
Si	-0.1354	0.2034	0.0157
Si	-0.0874	0.1164	0.4235
Si	0.0108	0.0829	0.1923
Si	0.0335	-0.1021	0.2893
Si	0.1685	0.1293	0.1853
Si	0.193	0.0161	-0.112
Si	-0.0678	0.1038	-0.1338
Si	0.1328	0.0626	-0.1982
Si	0.0389	0.0861	-0.0644
Si	-0.0458	-0.1509	-0.0755
Si	-0.0489	-0.2223	0.1461
Si	0.0372	-0.039	0.0131
Si	-0.0401	-0.051	-0.03
Si	0.0353	-0.023	-0.0759
Si	0.0622	0.1053	-0.01
Si	-0.0858	-0.1139	-0.1247
Si	0.051	0.0047	-0.2394
Si	-0.1486	-0.0193	-0.1028
Si	-0.0199	0.0975	-0.0635
Si	0.0479	0.1715	-0.0171
Si	-0.0053	0.0337	-0.0814
Si	-0.0102	-0.0452	-0.0173
Si	0.0033	-0.1542	0.0051
Si	-0.0437	-0.0235	0.0358
Si	0.0593	0.0817	-0.0197
Si	-0.0038	0.1292	-0.0626
Si	-0.0363	0.0601	-0.0305
Si	-0.0463	-0.0536	-0.1135
Si	0.0233	-0.0349	-0.0174
Si	0.0165	-0.0435	-0.0685
Si	0.0245	0.1179	0.0417
Si	0.0144	0.1083	0.0824
Si	-0.0158	0.0634	-0.0309
Si	0.0127	0.0881	-0.0819
Si	-0.0041	0.0467	0.1883
Si	-0.0357	0.0504	-0.043
Si	-0.0067	0.1292	-0.0363
Si	-0.0153	0.1616	-0.1246
Si	0.0182	0.2309	0.0438
Si	0.003	0.0079	0.1765
Si	0.0065	-0.0231	-0.1931
Si	0.0179	-0.0148	-0.0437
Si	-0.0445	0.0824	0.0965
Si	0.073	0.1203	0.0133
Si	-0.0396	0.0783	0.0989
Si	-0.022	-0.0688	-0.0063
Si	0.0283	-0.0243	0.0562
Si	-0.0727	-0.1496	-0.0431
Si	0.0689	0.0464	0.0438
Si	-0.0282	0.0951	0.0179
Si	-0.0047	0.1512	-0.1224
Si	-0.0683	-0.0657	0.1813
Si	0.0004	-0.0557	0.0409
Si	0.0561	0.0236	0.1047
Si	-0.0707	0.0949	-0.055
Si	-0.023	0.0247	0.1219
Si	0.065	0.073	-0.245
Si	-0.1219	-0.079	0.162
Si	0.0027	-0.1632	-0.0219
Si	0.017	-0.1492	0.0381
Si	0.0991	0.0729	0.1277
Si	0.0253	-0.0714	0.0196
Si	0.0453	0.0001	-0.0378
Si	-0.0509	0.0145	0.0902
Si	-0.1119	0.03	0.1009
Si	-0.0175	-0.0328	0.0992
Si	-0.0109	0.0952	-0.266
Si	-0.1837	-0.2352	0.0679
Si	0.3737	-0.0906	-0.3018
Si	0.108	-0.0468	-0.0451
Si	0.2642	-0.297	-0.0228
Si	0.0389	0.2115	0.4934
Si	-0.0534	0.1374	-0.1655
Si	-0.0021	-0.0209	0.0047
Si	-0.0016	0.0801	0.2297
Si	0.2976	-0.0617	-0.2909
Si	-0.0409	0.0591	-0.0054
Si	-0.0587	0.1258	-0.0797
Si	-0.0966	-0.3668	0.3397
Si	0.2891	-0.4749	0.1021
Si	-0.2254	-0.2188	0.1252
Si	-0.0297	0.3416	0.2115
Si	0.1244	-0.1734	0.3324
Si	0.0058	-0.0116	0.2836
Si	0.3148	-0.1459	-0.0945
Si	-0.1278	0.1465	0.0377
Si	-0.0468	0.0344	-0.2408
Si	0.1392	0.1449	0.2682
Si	0.261	0.2613	0.4545
Si	-0.3429	-0.431	0.3088
O	-0.0966	-0.0862	-0.0943
O	-0.1371	-0.1992	-0.4252
O	0.0447	-0.0045	-0.1752
O	0.1755	0.1306	-0.0332
O	0.1135	0.2265	-0.3735
O	-0.2173	0.0477	-0.1868
O	-0.1215	-0.0779	-0.1518
O	-0.0307	0.0434	-0.3176
O	0.1131	0.1828	-0.3668
O	-0.11	-0.0443	-0.1802
O	-0.035	0.0637	-0.065
O	0.0287	0.0223	0.0143
O	0.0744	0.0395	0.1195
O	0.0766	-0.0856	0.2287
O	-0.1332	0.1161	0.1899
O	-0.1331	-0.2047	0.0211
O	-0.2458	-0.185	0.3256
O	0.1637	-0.021	0.2742
O	-0.1241	0.189	0.1739
O	0.0523	-0.2424	0.4502
O	0.0291	-0.071	0.1156
O	0.0396	-0.0762	0.4953
O	-0.0002	-0.0465	0.189
O	0.1786	0.2614	-0.2534
Si	0.0327	0.0369	-0.2972
Si	-0.0048	0.1135	0.1119
Si	-0.0297	-0.0743	-0.2507
Si	0.0133	-0.0191	-0.1707
Si	-0.0777	0.0427	0.0503
Si	0.2615	0.1337	0.1388
Si	0.039	0.0302	-0.1199
Si	-0.0327	0.0832	0.1693
Si	0.1375	-0.1694	-0.0493
Si	-0.039	-0.0122	-0.0435
Si	-0.147	-0.0177	0.3375
Si	0.043	0.122	0.1843
Si	-0.0475	-0.0715	-0.1064
Si	0.0172	0.0541	-0.1366
Si	-0.1158	0.0454	-0.0146
Si	-0.0442	-0.06	0.1766
Si	-0.2239	0.4535	0.478
Si	-0.1382	0.0032	0.059
Si	0.189	-0.1086	0.201
Si	0.022	0.0171	-0.0651
Si	-0.0048	-0.0738	0.171
Si	0.1422	0.0376	-0.2798
Si	-0.0465	-0.0092	-0.0405
Si	-0.0053	-0.0357	0.2131
Si	-0.1634	0.1895	-0.1694
Si	0.0527	0.0771	0.1152
Si	-0.0894	-0.0511	-0.1104
Si	0.0149	-0.0657	0.124
Si	0.0771	-0.0278	0.012
Si	-0.028	0.2483	0.3001
Si	-0.118	0.0397	-0.3599
Si	-0.1105	-0.0104	-0.1605
Si	-0.0931	-0.1023	0.2092
Si	0.0037	0.0234	-0.0962
Si	-0.0659	0.067	-0.0938
Si	-0.0696	-0.1233	-0.0585
Si	0.0699	-0.053	-0.2007
Si	0.0598	0.0918	0.117
Si	-0.0364	0.0396	-0.0934
Si	-0.0925	0.0274	0.0643
O	0.0424	0.0059	0.1586
O	-0.0845	-0.1731	-0.2245
O	-0.0118	-0.0489	-0.0639
O	0.0858	-0.1362	-0.0253
O	-0.0155	0.0046	-0.0526
O	-0.0071	-0.0381	0.058
O	0.0207	0.031	-0.0115
O	0.0911	0.0259	-0.0283
O	0.0267	0.0324	0.1973
O	0.0107	0.0282	-0.0284
O	0.0694	-0.0532	-0.1364
O	0.021	0.0519	0.0806
O	0.0323	-0.0122	-0.0844
O	0.0211	0.0157	-0.127
O	-0.0475	0.0695	0.1856
O	0.0928	0.0084	-0.0809
O	0.0953	-0.0958	-0.0163
O	0.0122	0.026	-0.0292
O	0.0382	-0.0749	0.0961
O	0.0047	-0.0455	0.0034
O	-0.0156	-0.0122	0.0087
O	-0.1051	0.042	0.0053
O	0.0357	0.055	0.0098
O	0.0118	-0.073	0.1736
O	-0.0093	-0.0535	0.0366
O	-0.0776	0.0577	0.0048
O	0.0103	0.0452	-0.1657
O	0.0137	-0.0397	-0.076
O	0.0231	-0.0168	0.0442
O	-0.0662	-0.0116	0.0869
O	-0.0244	0.063	-0.0605
O	-0.1038	-0.0376	-0.1731
O	-0.0255	-0.0068	-0.067
O	0.0055	0.0279	-0.0253
O	0.0205	-0.027	0.0525
O	0.0597	0.0015	0.1712
O	0.0641	0.0221	-0.0925
O	0.0441	0.02	-0.0209
O	-0.0206	0.1013	-0.1233
O	-0.0108	-0.0147	0.0773
O	-0.0432	-0.0362	-0.077
O	0.0217	0.0011	-0.091
O	-0.0399	0.0309	0.0979
O	0.0299	0.0191	-0.006
O	0.0187	0.0543	0.0409
O	0.0275	-0.0285	0.0595
O	-0.0246	-0.0076	0.0093
O	0.0417	-0.0091	0.0785
O	-0.039	-0.0377	0.0349
O	0.052	0.0572	-0.0666
O	0.0214	-0.0234	-0.019
O	-0.027	-0.0063	0.0611
O	-0.0015	0.0104	0.0141
O	0.0533	-0.0398	0.1229
O	0.0264	0.0055	-0.0327
O	-0.0515	-0.0384	-0.0556
O	-0.0201	0.0584	-0.0656
O	0.0283	0.0306	0.0583
O	0.091	-0.0591	0.1708
O	0.0404	-0.0249	-0.0088
O	0.0386	0.0788	0.0955
O	-0.011	-0.0125	-0.0191
O	-0.0134	-0.118	0.0371
O	-0.007	0.0071	0.0246
O	0.0014	-0.0002	-0.0078
O	-0.0065	-0.0367	-0.1789
O	-0.0516	0.0296	0.0285
O	-0.037	-0.0651	0.1567
O	-0.1679	0.1798	0.3612
O	-0.0728	-0.2274	-0.2254
O	0.2158	-0.2085	-0.3433
O	-0.1267	-0.0253	0.107
O	-0.1156	0.0153	-0.03
O	-0.1153	0.0794	0.0102
O	0.174	0.0291	0.1851
O	0.079	-0.1274	0.2055
O	-0.089	0.1529	-0.3207
O	-0.1082	-0.0768	-0.122
O	0.018	-0.0889	0.233
O	-0.1468	0.0952	-0.1866

The program warned: the cutoff lies below the one the program advises for these potential files; the forces do not sum to zero within the program's tolerance; the exchange-correlation potential is rough where the density is thin.
